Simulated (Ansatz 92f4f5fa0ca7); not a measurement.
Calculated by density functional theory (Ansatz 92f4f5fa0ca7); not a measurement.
Periodic cell of 209 atoms, Si128O81, from a study of silicon, its oxide and their interface. The atomic structure is a simulated model.
This geometry differs little from another in the collection (a relaxation step or a small displacement).

Settings: functional r2SCAN; potential files Ansatz PAW; basis plane waves; wave-function cutoff 800 eV; density cutoff ratio 5; exchange-correlation grid ratio 1; k mesh 1 x 1 x 1, shifted by 0.5 0.5 0 of a step; self-consistency stop 1e-10 eV per atom in the density residual; occupations fixed; spin none; net charge 0.

Cell vectors (angstrom)
a	10.88	0	0
b	0	10.88	0
c	-4.3201	2.2582	30.3994

Atoms: element, x, y, z (angstrom)
Si	5.5185	3.2385	16.9459
Si	5.7192	4.6396	21.4486
Si	7.9568	3.1904	-5.5209
Si	0.022	3.7776	-6.2503
Si	5.521	4.6321	-4.5828
Si	8.3836	-3.5679	-1.4982
Si	2.9485	5.0587	16.9735
Si	6.3272	4.8558	-1.6912
Si	1.3206	2.0086	-4.2981
Si	4.9684	4.5708	1.1442
Si	3.1564	0.0253	-6.8837
Si	8.6135	-2.3722	1.3652
Si	2.2579	-2.8127	1.7574
Si	3.1375	2.9526	1.5198
Si	11.6694	6.1317	1.5319
Si	-0.1963	-0.1022	1.6683
Si	4.1679	1.3047	2.8083
Si	6.7445	3.8124	2.5062
Si	3.9131	-3.9488	2.8954
Si	6.8936	-1.3751	2.6895
Si	9.3	1.3829	2.7206
Si	12.3832	4.1935	2.7251
Si	9.6688	6.8246	2.6411
Si	1.2123	-1.2887	3.0726
Si	2.7518	0.0274	4.1759
Si	5.499	2.6613	4.1602
Si	2.7254	-5.4204	4.2756
Si	5.4882	-2.6957	4.0605
Si	8.1228	-0.0164	4.1793
Si	10.8282	2.7989	3.9316
Si	8.159	5.3612	3.8198
Si	10.8022	-2.7734	4.2879
Si	4.1176	-1.3652	5.4852
Si	6.8059	1.3332	5.56
Si	4.1259	-6.827	5.486
Si	6.8363	-4.1545	5.3023
Si	9.4642	-1.364	5.5405
Si	1.3065	1.4295	5.3706
Si	9.4935	4.1062	5.359
Si	12.2206	6.794	5.604
Si	5.4237	-0.0135	6.8905
Si	8.1988	2.7368	6.8179
Si	5.492	-5.4389	6.7647
Si	8.1052	-2.7861	6.77
Si	0.0073	0.0327	6.7745
Si	2.6839	2.7265	6.7707
Si	10.8209	5.4084	6.8474
Si	2.7482	-2.7048	6.8758
Si	4.0145	1.3783	8.1608
Si	6.8101	4.1032	8.1585
Si	4.1339	-4.1099	8.1673
Si	6.7957	-1.4334	8.1695
Si	9.5567	1.3565	8.1738
Si	1.3559	4.0527	8.1662
Si	9.47	-4.073	8.166
Si	1.3458	-1.309	8.1655
Si	2.6791	0.0416	9.5461
Si	5.3978	2.7509	9.4771
Si	2.7448	-5.4729	9.4986
Si	5.4639	-2.7615	9.5613
Si	8.1907	-0.0649	9.4801
Si	10.921	2.6889	9.5511
Si	8.1262	5.4748	9.5432
Si	10.8445	-2.6947	9.4861
Si	4.0611	-1.3615	10.7947
Si	6.7681	1.3184	10.7117
Si	4.0775	4.0749	10.9379
Si	6.8018	-4.0843	10.9979
Si	9.5186	-1.3842	10.9413
Si	1.3653	1.3631	10.9999
Si	9.5311	4.0999	10.7896
Si	1.3608	-4.0705	10.7588
Si	5.4112	0.0119	12.1002
Si	8.1314	2.6882	11.9916
Si	5.4121	5.4347	12.3461
Si	8.1646	-2.7115	12.3833
Si	0.002	-0.0454	12.3333
Si	2.7377	2.7416	12.3731
Si	10.8897	5.4768	12.1158
Si	2.7006	-2.7171	12.1016
Si	4.1484	1.2905	13.6292
Si	6.8486	3.9377	13.4859
Si	3.9873	-3.9899	13.5893
Si	6.7127	-1.2489	13.5837
Si	-1.4535	1.4202	13.46
Si	1.3289	4.2127	13.5939
Si	8.6684	4.833	14.6461
Si	1.4327	-1.4541	13.6133
Si	3.1717	-0.4562	14.8798
Si	5.9352	2.2264	14.8506
Si	2.2547	-4.9097	14.906
Si	4.9087	-2.1926	14.8077
Si	7.6906	0.5386	14.77
Si	-0.4808	3.1652	14.6697
Si	9.6121	-4.1382	13.6455
Si	0.2604	-4.4902	-7.6704
Si	0.4731	-4.6991	-1.5955
Si	6.5963	-2.9466	17.2631
Si	0.5235	-3.2141	14.9241
Si	0.1914	-2.1122	16.9842
Si	2.7589	-4.3313	19.8026
Si	5.6177	-3.6244	20.1327
Si	7.97	5.0643	16.8174
Si	4.8965	-2.0843	-7.9065
Si	8.4907	-0.3979	16.7452
Si	0.0863	3.1989	-1.9011
Si	4.7476	0.8899	18.9831
Si	9.9581	4.3245	19.0679
Si	4.2313	1.8322	-4.4968
Si	7.7516	0.306	19.4752
Si	8.0257	2.3046	-1.1041
Si	7.4167	-2.183	-4.0816
Si	3.5603	-0.9626	-0.5538
Si	6.9992	0.8902	-3.5632
Si	3.3262	1.3851	21.8042
Si	9.4158	-2.1949	-6.42
Si	7.506	1.9296	1.2099
Si	1.1267	-0.9605	-5.0607
Si	10.836	-3.6953	19.647
Si	2.5039	-0.1104	17.1431
Si	8.0645	2.9138	21.1028
Si	9.299	-1.6467	21.1899
Si	5.7199	0.183	1.3974
Si	4.7691	-3.4515	-5.0163
Si	3.4392	4.4197	21.9154
Si	1.9363	1.6176	-0.0029
Si	0.8834	2.6368	17.4312
Si	2.5441	-2.6257	-2.9487
O	5.3551	4.8403	-0.4115
O	9.5094	3.604	-5.4533
O	5.0432	2.2489	18.1439
O	9.7333	-1.2341	0.9312
O	8.314	0.6439	17.9915
O	4.5578	-4.8252	1.659
O	10.754	2.5968	16.1737
O	4.9021	-5.0136	-5.3995
O	7.6219	-1.7369	17.0284
O	6.34	-2.9212	21.3678
O	10.5058	-3.0424	18.1939
O	10.6312	-1.5552	-5.6005
O	4.0224	-3.4276	20.2342
O	10.7889	-5.3071	19.6486
O	7.0791	4.4316	-4.9741
O	6.4842	3.2571	21.0977
O	9.5522	2.8658	-1.1926
O	7.2188	-0.5882	-4.1551
O	7.5074	2.8611	-7.038
O	2.3582	-1.1581	-6.0985
O	1.9985	3.7774	17.2357
O	0.7736	-5.0977	-0.0658
O	10.0307	-3.3941	-7.2938
O	3.5378	-1.7781	-1.9662
O	9.799	-3.1229	20.7467
O	0.6796	0.778	0.6114
O	4.2326	-0.6159	-7.8894
O	6.1414	0.1729	19.3856
O	7.3137	-4.3478	16.9518
O	1.2546	3.1689	-5.4135
O	2.0986	0.3463	21.986
O	8.0376	-2.9411	-0.049
O	0.1834	2.2774	-3.2051
O	3.9393	0.9651	-5.8313
O	7.4425	-4.8668	-1.6528
O	3.4283	-3.2596	-4.1398
O	1.6255	1.2077	17.5517
O	5.9235	-5.2205	20.1822
O	2.8008	0.4618	-0.7641
O	0.2798	4.7504	-2.3427
O	5.3892	1.1835	-3.5587
O	4.4577	4.4696	16.8019
O	6.9376	3.9194	17.3505
O	2.8049	-1.9965	0.4355
O	3.8476	-0.1054	18.0687
O	2.8328	2.9161	21.9634
O	1.6003	-1.432	17.469
O	1.4893	-3.3615	20.0214
O	3.9442	1.2261	20.3293
O	5.3054	-2.7351	16.3151
O	9.2944	4.9064	17.7227
O	0.0232	3.0421	18.7482
O	5.4031	4.9805	-3.0048
O	7.6859	1.0251	-2.083
O	2.6538	5.2453	20.7604
O	5.0309	-0.5572	0.0548
O	10.6236	-0.7762	21.4926
O	4.7047	3.2991	-4.9603
O	0.9015	0.621	-4.9668
O	1.3185	2.7593	-0.9632
O	8.3051	-2.6784	-5.3462
O	1.7613	-3.9201	-7.9144
O	8.4437	-1.0696	19.9454
O	10.7903	3.0354	-7.6716
O	6.0087	-2.9586	-4.1104
O	7.0789	3.4415	-1.7534
O	8.2044	1.4057	20.5609
O	6.1405	-2.9501	18.7909
O	8.759	-1.1433	-7.4521
O	1.6791	-3.7939	-2.2032
O	8.0992	-2.5074	-2.6664
O	4.8216	-2.6479	-6.4026
O	7.7244	1.9088	-4.5781
O	2.8812	-4.8142	18.2505
O	0.3347	5.3374	-6.4602
O	8.8336	3.9232	20.1281
O	1.4839	-1.6034	-3.6264
O	10.0447	-0.8792	16.6676
O	9.9521	-3.9111	-1.6287
O	2.0993	0.8283	-7.8047
O	2.8251	1.9396	-3.6877

Results
free energy: -128076.073 eV
free energy less fixed offsets of O -570.45, Si -639.56 eV per atom: -5.943 eV

Forces (eV/angstrom), in the order of the atoms: element, x, y, z
Si	0.0004	-0.0013	-0.0025
Si	0.0033	-0.0017	-0.0026
Si	-0.0001	-0.0006	0.0051
Si	0.0007	0.0006	0.0039
Si	-0.001	0	0.0041
Si	0.0009	0.0025	0.0042
Si	-0.0009	-0.0023	-0.005
Si	-0.0003	-0.0018	0.0052
Si	-0.001	-0.0021	0.0034
Si	0.0014	0.0031	-0.003
Si	0	-0.0002	0.0032
Si	0.0005	0.0003	-0.0033
Si	-0.0014	0.0003	-0.0015
Si	-0.0003	-0.0003	-0.001
Si	-0.0011	-0.0006	-0.0027
Si	0	0.0003	-0.0026
Si	0.0007	0.0002	-0.0002
Si	-0.0018	-0.0011	-0.0001
Si	0.0013	-0.0013	-0.0007
Si	-0.0002	0	0.0009
Si	-0.0012	-0.0005	-0.0015
Si	-0.0013	-0.0004	-0.0004
Si	-0.0002	-0.0011	-0.0004
Si	-0.0007	-0.0002	-0.0006
Si	0.0007	-0.0001	-0.0006
Si	0	-0.0003	-0.0006
Si	0.0009	-0.0017	-0.0001
Si	0.001	-0.0008	-0.0012
Si	-0.0009	-0.0001	0
Si	0.0005	0.0001	-0.0006
Si	0.0009	-0.0016	-0.001
Si	-0.0001	-0.0009	-0.0002
Si	0.0002	-0.0002	0.0001
Si	0.0002	-0.0003	0.0001
Si	-0.0006	-0.0006	0
Si	-0.0002	-0.0001	0.0003
Si	-0.0004	-0.0005	0
Si	0.0003	0	-0.0007
Si	-0.0003	-0.0001	0.0001
Si	0.0003	-0.0009	0.0008
Si	-0.0004	-0.0004	-0.0007
Si	0	-0.0002	-0.0006
Si	0.0001	0.0001	0.0002
Si	-0.001	-0.0006	0.0002
Si	-0.001	-0.0003	0.0001
Si	-0.0004	-0.0009	0.0006
Si	-0.0009	-0.0013	0.0006
Si	-0.0001	-0.0003	-0.0003
Si	-0.0002	-0.0002	0.0002
Si	0.0004	0.0004	0
Si	0.0006	-0.0006	-0.0004
Si	0.0002	-0.0009	-0.0001
Si	0.0003	-0.0009	0.0001
Si	-0.0004	-0.0012	0.0005
Si	-0.0009	-0.001	0.0004
Si	0.0001	-0.0005	0.0003
Si	-0.0007	-0.0012	0.0001
Si	-0.0004	-0.0008	0.0002
Si	0.0004	-0.0006	0.0003
Si	-0.0004	-0.0009	0.0001
Si	-0.0003	-0.0004	-0.0001
Si	-0.0002	-0.0005	0.0002
Si	-0.0002	-0.0005	0.0002
Si	0.0001	0	0.0004
Si	-0.0003	-0.0001	0.0009
Si	-0.0009	-0.0003	-0.0001
Si	0	-0.0002	0.0004
Si	-0.0004	-0.0008	0.0008
Si	-0.0001	-0.0011	0.0006
Si	-0.0004	-0.0009	0.0007
Si	-0.0004	-0.0001	0.0007
Si	-0.001	-0.0005	0.0001
Si	0.0006	-0.0002	-0.0005
Si	-0.0002	-0.0014	0.0006
Si	-0.0008	-0.0008	0.0002
Si	0.0006	0	0.0016
Si	-0.0003	-0.0009	0.0003
Si	0.0002	0.0002	0.0015
Si	0.0001	-0.0004	0.0003
Si	-0.0001	-0.0013	-0.0003
Si	-0.0003	-0.0004	-0.0015
Si	-0.0004	-0.0001	-0.0019
Si	0.0004	0.0005	-0.0014
Si	-0.001	-0.0016	-0.0014
Si	0.0001	0.0003	-0.0017
Si	-0.0006	-0.0017	-0.0016
Si	-0.0002	-0.0007	0.0018
Si	-0.0008	-0.0005	-0.0007
Si	-0.0008	-0.0001	0.0026
Si	0.0005	-0.0008	0.0034
Si	-0.0003	-0.0011	0.0018
Si	0.001	-0.0006	0.0006
Si	-0.0005	-0.0012	0.0025
Si	0.0012	-0.0001	0.0007
Si	0.0004	0	-0.0012
Si	0.0003	0.0009	0.0015
Si	0.003	0	0.0069
Si	0.0009	-0.001	-0.0071
Si	0.0002	-0.0019	0.0024
Si	0.0005	0.002	-0.0038
Si	-0.0015	0.0018	-0.0028
Si	0.0003	0.0011	-0.0035
Si	-0.0013	0.0013	-0.0034
Si	-0.0002	-0.001	0.0021
Si	0.0023	-0.002	-0.0036
Si	0.0003	-0.0004	0.0046
Si	-0.0006	0.0003	-0.0033
Si	0.0012	-0.0004	-0.0032
Si	0.0005	-0.0004	0.0028
Si	0.0013	0.0009	-0.002
Si	-0.0013	-0.0001	0.0049
Si	-0.0009	0.0014	0.0042
Si	0	-0.0008	0.0027
Si	0	-0.0024	0.0039
Si	0.0005	-0.0026	-0.0014
Si	0.0015	0.0007	0.003
Si	0.0012	0.0007	-0.0015
Si	-0.0001	-0.0002	0.0032
Si	-0.0003	0.0021	-0.0037
Si	-0.0004	-0.0005	-0.0019
Si	0.0014	-0.0014	-0.0038
Si	0.0007	-0.0006	-0.0019
Si	0.0016	-0.003	-0.0024
Si	-0.0007	0.0001	0.0039
Si	-0.0033	-0.0005	-0.0001
Si	-0.003	-0.002	0.0031
Si	0.0013	-0.0027	-0.0032
Si	-0.0001	-0.0005	0.004
O	0.0006	-0.0003	0.0023
O	0	-0.0012	-0.0017
O	-0.001	-0.0026	0.0027
O	-0.002	-0.0025	0
O	-0.0015	-0.0003	0.0039
O	0.0011	-0.0038	-0.0024
O	0.0013	-0.0018	0.0032
O	0.0004	-0.0013	0
O	-0.0018	-0.0018	-0.0008
O	0.0001	-0.0002	0.0025
O	0	-0.0027	0.004
O	-0.0009	-0.0011	-0.0022
O	0.0008	0.0002	0.0031
O	-0.0009	0.001	0.0001
O	0.0002	-0.0013	-0.0004
O	-0.0009	0.0007	0.0011
O	0.0011	-0.0004	-0.0021
O	-0.0011	0.0029	0
O	0.0005	-0.0006	-0.0013
O	0.0009	0.0021	-0.0021
O	0.0002	0.0006	-0.0021
O	0.001	0.0022	-0.0034
O	0.0012	-0.0008	-0.0024
O	-0.0011	-0.0004	-0.0013
O	-0.0001	0.002	0.0012
O	0.0025	0.0016	-0.0005
O	-0.0002	0.0002	0.0005
O	0.0014	0.0002	-0.0002
O	-0.0022	-0.0002	-0.0037
O	-0.0006	0.0004	-0.0016
O	0.0003	0.0004	0.0007
O	0.0023	-0.0011	-0.0036
O	0.0012	-0.0013	-0.0024
O	0	0.0008	-0.0012
O	-0.0007	-0.0022	0.0032
O	0.0015	-0.0006	-0.0018
O	-0.0011	0	0.003
O	-0.0016	-0.0019	0.0022
O	-0.0008	-0.0006	-0.0009
O	-0.0018	0.0009	0.0035
O	-0.0002	0.0019	-0.0015
O	-0.0018	-0.0002	0.0009
O	0.0017	0	0.0008
O	-0.0011	-0.0015	0.0014
O	0.0007	0.0006	0.0018
O	0.0014	0.0011	0.0002
O	-0.0005	-0.0016	0.0018
O	-0.0003	-0.0008	0
O	-0.0001	-0.0001	0.0012
O	0.0032	0.0001	0.005
O	-0.0019	0.0012	0.0017
O	-0.0037	0.0026	0.0033
O	0.0011	0.0002	-0.0024
O	-0.0012	0.0005	-0.0031
O	0.0007	-0.0015	0.0016
O	-0.0009	0.0002	0.0009
O	-0.0004	-0.0008	0.0007
O	-0.0001	-0.0024	-0.0014
O	0.0003	-0.001	-0.0002
O	-0.0013	-0.0007	-0.0012
O	0.0005	0.0004	-0.0018
O	-0.0009	-0.0018	-0.0003
O	0.0004	-0.0005	0.0028
O	-0.0002	-0.0008	-0.001
O	0.0012	-0.0002	-0.0012
O	-0.0037	0.0029	0.0008
O	0	0.0004	-0.0029
O	-0.001	-0.0003	-0.0005
O	-0.0005	-0.0001	0
O	-0.0019	-0.0021	-0.0006
O	0.0006	-0.007	0.0005
O	0.0009	0.0002	-0.002
O	0.0001	0.0007	-0.002
O	-0.0018	0.0008	0.0037
O	-0.0025	0.0005	-0.0025
O	-0.0009	-0.0002	0.0019
O	-0.0002	0.0008	-0.0027
O	-0.0016	-0.0006	-0.0015
O	-0.0006	0.0002	0.0019
O	0.0003	-0.0005	-0.0005
O	-0.0001	-0.0005	-0.0017

The program warned: the cutoff lies below the one the program advises for these potential files; the forces do not sum to zero within the program's tolerance; empty levels may hold ghost states of the PAW files; the exchange-correlation potential is rough where the density is thin.
